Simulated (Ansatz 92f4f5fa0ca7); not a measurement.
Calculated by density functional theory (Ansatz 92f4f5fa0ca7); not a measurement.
Periodic cell of 226 atoms, Si132O92As2, from a study of silicon, its oxide and their interface. The atomic structure is a simulated model.
Doubt: the cutoff is low for norm-conserving oxygen, so forces and energies are approximate.
Doubt: the program's own warning below bears on the result.

Settings
functional: HSE06
potential files: SPMS norm-conserving
basis: plane waves
wave-function cutoff: 800 eV
density cutoff ratio: 4
exchange-correlation grid ratio: 1
k mesh: 1 x 1 x 1, Gamma-centred
occupations: fixed
spin: none
net charge: 0

Cell vectors (angstrom)
a 10.938 0 0
b 0 10.938 0
c 0 0 31.9494

Atoms: element, x, y, z (angstrom)
Si 10.642 0.0018 24.4349
Si 5.0927 0.1252 24.6789
Si 2.8428 2.2929 24.5507
Si 8.5866 2.4348 24.5865
Si 10.7252 5.5871 24.3464
Si 5.174 5.6135 24.4636
Si 3.0082 7.954 24.4287
Si 8.4358 7.8282 24.4345
Si 1.3078 1.1322 25.8531
Si 6.8279 1.328 25.7562
Si 4.0019 4.0118 25.7469
Si 9.7031 4.0262 25.8651
Si 1.3519 6.7928 25.6808
Si 6.8189 6.721 25.7635
Si 4.0173 9.47 25.9723
Si 9.4949 9.4421 25.8141
Si 2.6463 -0.1343 27.3016
Si 8.1497 -0.0692 27.1583
Si 0.0887 2.6556 27.219
Si 5.4622 2.7195 27.1266
Si 2.6771 5.4153 27.1203
Si 8.201 5.366 27.1469
Si 0.0183 8.1474 27.1377
Si 5.5237 8.1401 27.1908
Si 4.0915 1.3299 28.5094
Si 9.5483 1.3265 28.5101
Si 1.3935 4.0676 28.5726
Si 6.8162 4.0604 28.5375
Si 4.0891 6.7805 28.4948
Si 9.5621 6.782 28.4914
Si 1.2954 9.4765 28.6279
Si 6.8321 9.5328 28.5737
Si -0.0253 -0.0057 29.9174
Si 5.4661 -0.0074 29.9016
Si 2.7659 2.7138 29.9096
Si 8.2034 2.7159 29.8922
Si -0.0003 5.4541 29.8947
Si 5.4647 5.4556 29.8929
Si 2.7535 8.1627 29.9088
Si 8.2298 8.1756 29.8954
Si 1.3673 1.3673 31.2657
Si 6.8362 1.3673 31.2657
Si 4.1018 4.1018 31.2657
Si 9.5708 4.1018 31.2657
Si 1.3673 6.8362 31.2657
Si 6.8362 6.8362 31.2657
Si 4.1018 9.5708 31.2657
Si 9.5708 9.5708 31.2657
Si 2.7345 0 0.6835
Si 8.2035 0 0.6835
Si 0 2.7345 0.6835
Si 5.469 2.7345 0.6835
Si 2.7345 5.469 0.6835
Si 8.2035 5.469 0.6835
Si 0 8.2035 0.6835
Si 5.469 8.2035 0.6835
Si 4.0874 1.3907 2.0764
Si 9.5823 1.3607 2.0432
Si 1.3608 4.1067 2.0447
Si 6.8183 4.1367 2.0503
Si 4.0854 6.8518 2.0443
Si 9.5547 6.8511 2.0384
Si 1.3545 9.6086 2.0514
Si 6.7789 9.6395 2.0362
Si 0.0196 0.0424 3.4626
Si 5.4495 0.0554 3.4846
Si 2.7026 2.7594 3.4437
Si 8.224 2.766 3.3495
Si -0.0126 5.4762 3.3977
Si 5.4497 5.5207 3.4327
Si 2.7343 8.2572 3.3904
Si 8.1669 8.2753 3.3237
Si 1.349 1.438 4.8898
Si 6.9005 1.4711 4.7696
Si 4.048 4.1668 4.7906
Si 9.5644 4.0967 4.755
Si 1.3385 6.8962 4.7045
Si 6.7979 7.0078 4.7236
Si 4.0449 9.6061 4.8337
Si 9.5161 9.5882 4.7159
Si 2.6877 0.0155 6.2402
Si 8.3246 0.1223 6.1266
Si -0.0006 2.8642 6.2786
Si 5.4904 2.8316 6.1194
Si 2.7407 5.657 6.1388
Si 8.1696 5.5726 5.9388
As -0.0284 8.2583 6.135
Si 5.5051 8.3593 6.2266
Si 4.3874 1.1766 7.3765
Si 9.796 1.2836 7.6343
Si 1.1884 4.5451 7.4915
Si 6.5619 4.5939 7.3051
Si 4.2786 6.8312 7.549
Si 9.6829 6.5869 7.4043
As 1.2701 9.9293 8.1073
Si 6.7354 9.9985 7.4639
O 9.5997 1.239 23.9983
O 4.1207 6.8023 23.9599
O 4.0294 1.2387 24.0436
O 9.554 6.7001 23.9097
O -0.0215 5.6154 7.9471
O 5.5689 0.1476 7.9403
O 0.0965 0.4513 8.355
O 5.442 5.6814 7.8797
O 7.5397 4.1973 8.5587
O 8.8195 7.1691 8.6835
O 2.6587 9.9635 9.4288
O 8.7462 1.8295 8.816
O 7.6116 9.5131 8.784
O 3.631 1.9097 8.6259
O 3.5438 7.4421 8.9184
O 2.0526 4.065 8.825
O 8.1597 3.4944 23.3893
O 0.4692 4.934 22.9642
O 1.9241 2.7474 23.2662
O 5.8474 4.9083 23.1301
O 5.5445 9.9869 23.5224
O 2.4736 8.7031 23.0509
O 0.209 10.0665 23.1044
O 7.8072 8.5687 23.0922
Si 8.711 7.6891 18.4827
Si 8.8843 6.378 13.662
Si 3.8671 1.5451 14.7541
Si 2.1991 5.7436 17.6655
Si 2.455 3.1359 19.5174
Si 9.9265 9.0463 12.0871
Si 1.359 9.4238 22.104
Si 9.2728 0.9771 13.2319
Si 1.4691 5.0731 13.0525
Si 1.9048 8.2684 12.85
Si 6.6744 9.552 22.4498
Si 4.5928 4.6003 15.7538
Si 8.1715 3.1403 9.6038
Si 0.8921 8.2364 19.2964
Si 6.9875 1.3462 21.1193
Si 8.3311 8.3653 9.6923
Si 10.9501 5.2193 15.6407
Si 7.6448 9.5217 16.3793
Si 9.9663 2.0535 20.3194
Si 3.4329 8.6754 10.0493
Si 6.7509 3.3343 17.4463
Si 1.203 0.2051 19.8258
Si 3.2571 2.8273 12.3328
Si 7.2634 5.3839 19.7139
Si 5.9709 8.6482 11.642
Si 5.884 6.0781 13.2798
Si 4.6978 9.7063 17.6624
Si 1.0467 3.5973 22.1936
Si 4.9392 1.4798 18.8326
Si 3.1873 3.1496 9.5555
Si 6.5606 10.8487 13.8429
Si 10.4269 0.1343 16.0166
Si 5.6608 3.7025 11.1958
Si 9.9066 3.9091 11.9257
Si 2.4155 9.9317 15.5927
Si 6.1235 8.1091 19.832
Si 6.9607 3.973 22.3982
Si 9.8091 2.7926 17.396
O 7.3032 6.3692 14.039
O 1.9382 7.05 18.7192
O 10.3253 4.0641 16.5618
O 6.2358 9.9766 17.1109
O 10.2406 0.7109 14.5078
O 8.4897 6.1045 18.884
O 5.2529 0.7061 14.4406
O 5.765 2.0474 17.5545
O 8.3829 1.9337 20.5739
O 2.0357 4.2903 18.4277
O 6.9552 2.851 10.6651
O 4.8904 2.7194 12.2407
O 6.0945 4.3878 16.3894
O 4.5448 4 10.0006
O 10.7196 2.7618 21.5835
O 9.81 6.2033 15.0058
O 6.0505 6.4734 19.8666
O 4.1265 0.1637 18.3186
O 9.3584 10.5608 12.3154
O 2.9029 4.3695 12.7678
O 1.9398 10.7069 21.2395
O 4.0344 2.7175 19.4145
O 0.8063 10.0615 16.0178
O 1.3209 9.7945 18.8674
O 1.7533 1.6575 19.2958
O 9.0213 10.4074 16.5585
O 4.9306 8.5699 18.8159
O 9.6942 8.8052 10.4805
O 6.7987 4.0673 18.8975
O 2.8901 1.7186 13.4411
O 5.8551 8.7661 21.2888
O 2.5394 2.5026 10.9111
O 7.6589 4.8496 21.2057
O 5.3709 7.5108 12.6637
O 0.5551 9.0768 12.4635
O 7.6883 1.0879 13.6358
O 7.1958 9.664 14.81
O 9.0604 5.0386 12.74
O 8.1545 8.0508 16.959
O 6.2464 2.5726 21.9215
O 2.5192 9.0713 14.1688
O 0.4871 4.5101 11.8714
O 0.8549 8.3111 20.9667
O 9.409 3.8495 10.3799
O 9.7501 2.3931 12.5524
O 7.6742 8.5461 19.4437
O 2.783 8.1964 11.4798
O 4.0456 3.0636 15.401
O 0.8681 4.4981 14.4569
O 10.0933 3.0086 18.9913
O 9.2611 7.8139 12.9573
O 10.5483 0.534 20.0886
O 6.0747 5.0605 11.9979
O 8.2087 2.7322 17.048
O 3.6032 5.4733 16.7797
O 4.9614 9.0683 10.4415
O 1.5882 6.6924 13.1982
O 4.8381 5.5084 14.406
O 2.076 3.8493 20.9437
O 10.6248 1.4392 16.9802
O 1.0237 6.072 16.5815
O 7.3665 10.949 21.9686
O 5.9693 0.9026 19.9479
O 6.2531 10.0397 12.4562
O 2.9395 0.5473 15.6388
O 7.2669 7.9694 10.8765
O 10.2973 7.9973 18.727
O 3.5143 9.1949 16.6176

Results
free energy: -61478.410 eV
free energy less fixed offsets of As -2657.37, O -447.96, Si -113.29 eV per atom: 2.930 eV
gap between the highest filled and lowest empty level on this k mesh: 1.222 eV

The program warned: the cutoff lies below the one the program advises for these potential files; the model core charge is not resolved on the grid; the forces do not sum to zero within the program's tolerance; the exchange-correlation potential is rough where the density is thin.
